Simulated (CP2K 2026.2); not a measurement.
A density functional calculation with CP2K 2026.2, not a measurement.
Periodic cell of 504 atoms, Si360O144, from a study of silicon, its oxide and their interface. The atomic structure is a simulated model.
Doubt: the forces sum to 2.30 eV/angstrom along one axis rather than to zero, so they err by at least 0.0046 eV/angstrom per atom on average; the grid cutoff is modest.

Settings
functional: PBE
method: Gaussian and plane waves
basis set: DZVP-MOLOPT-SR-GTH
pseudopotentials: GTH-PBE
grid cutoff: 350 Ry, relative cutoff 50 Ry
k points: Gamma only
occupations: fixed
spin: none
net charge: 0

Cell vectors (angstrom)
a 16.32 0 0
b 0 16.32 0
c -6.8864 -1.3917 33.7134

Atoms and the computed forces on them: element, x, y, z (angstrom), force x, y, z (eV/angstrom)
Si 1.581 14.688 0.087 -0.058 0.155 0.715
Si -2.513 -0.274 33.586 -0.234 0.139 0.76
Si 0.963 4.403 0.057 0.1 -0.089 0.775
Si -3.178 5.704 33.607 0.213 -0.023 0.72
Si 1.431 9.264 0.125 -0.031 0.157 0.695
Si 3.651 12.376 0.233 0.185 0.114 0.63
Si -0.273 13.81 33.687 0.066 -0.189 0.741
Si 9.312 1.565 0.287 0.071 -0.116 0.748
Si 7.11 3.787 0.024 -0.161 0.272 0.761
Si 10.093 6.199 0.035 -0.126 0.185 0.866
Si 0.141 8.318 33.311 -0.257 -0.039 0.766
Si 10.014 12.042 0.086 -0.264 0.133 0.78
Si 12.608 14.763 0.265 -0.043 -0.006 0.763
Si 14.392 1.825 0.066 0.157 -0.043 0.757
Si 12.237 4.017 0.468 0.008 0.003 0.547
Si 15.049 6.588 0.077 -0.144 0.156 0.755
Si 12.102 9.654 0.104 0.25 -0.152 0.806
Si 14.843 12.557 0.121 0.059 -0.223 0.767
Si 2.756 0.027 1.247 0.028 0.018 -0.065
Si 5.434 2.71 1.265 0.001 -0.023 -0.056
Si 2.654 5.501 1.299 -0.004 -0.001 -0.068
Si 5.484 8.294 0.979 0.015 -0.006 -0.043
Si 2.515 10.857 1.527 0.002 -0.064 -0.009
Si 5.422 13.582 1.245 0.004 -0.013 -0.039
Si 8.114 -0.044 1.447 -0.039 -0.028 -0.042
Si 10.825 2.663 1.669 -0.038 -0.036 -0.031
Si 8.268 5.381 1.313 -0.036 -0.006 -0.057
Si 10.959 8.015 1.327 -0.049 0.048 -0.022
Si 8.235 10.941 1.199 0.066 -0.003 -0.039
Si 11.004 13.599 1.495 -0.008 -0.002 -0.063
Si 13.613 0.114 1.51 0.032 -0.024 -0.044
Si -0.142 2.781 1.329 0.038 -0.013 -0.088
Si 13.636 5.462 1.578 0.035 0.016 -0.034
Si -0.066 8.088 1.441 -0.018 -0.029 -0.035
Si 13.684 10.882 1.344 -0.005 0.026 -0.046
Si 0.026 13.656 1.51 -0.011 0.029 -0.059
Si 1.339 1.39 2.594 -0.022 -0.001 -0.022
Si 4.056 4.101 2.592 0.006 -0.002 -0.008
Si 1.344 6.773 2.778 -0.017 -0.021 0.042
Si 4.133 9.517 2.598 -0.014 -0.035 0.013
Si 1.256 12.231 2.893 -0.023 0.014 0.041
Si 4.086 14.968 2.665 -0.013 0 0.021
Si 6.745 1.368 2.746 0.006 0.007 0.033
Si 9.466 4.096 2.882 -0.014 0.017 0.054
Si 6.804 6.87 2.473 0.003 0.036 -0.015
Si 9.515 9.459 2.588 0.05 0.029 0.027
Si 6.826 12.245 2.604 -0.034 -0.02 -0.031
Si 9.529 14.93 2.757 0.02 0.001 0
Si 12.201 1.296 2.93 0.013 0.007 0.058
Si 14.973 4.069 2.871 -0.005 -0.016 0.059
Si 12.267 6.835 2.855 -0.005 -0.009 0.025
Si 14.965 9.528 2.762 -0.008 -0.005 -0.012
Si 12.339 12.202 2.798 0.011 -0.006 0.057
Si 15.021 15.076 2.817 -0.005 -0.03 0.05
Si 0.08 0.076 4.123 -0.005 0.006 -0.002
Si 2.707 2.742 3.989 -0.015 -0.007 -0.028
Si 0.027 5.431 4.179 -0.017 0.005 0.001
Si 2.77 8.167 4.028 -0.02 0.04 -0.024
Si -0.057 10.855 4.2 -0.011 0.011 0.029
Si 2.735 13.618 4.08 0.029 0.008 -0.023
Si 5.405 -0.011 4.084 0.007 -0.013 -0.016
Si 8.093 2.708 4.149 0.016 -0.036 0.006
Si 5.452 5.484 3.916 0.028 0.012 -0.03
Si 8.128 8.16 3.977 -0.009 -0.01 -0.035
Si 5.463 10.884 3.988 -0.016 0.009 -0.001
Si 8.148 13.562 4.055 0.001 -0.009 0.01
Si 10.828 -0.063 4.203 -0.009 0.01 -0.001
Si 13.584 2.714 4.196 0.021 0.014 -0.029
Si 10.874 5.462 4.167 -0.01 -0.006 -0.024
Si 13.616 8.204 4.163 0.025 -0.031 -0.001
Si 10.879 10.82 4.034 0.008 -0.006 -0.051
Si 13.651 13.629 4.13 -0.015 0.008 -0.042
Si 1.376 14.941 16.333 0.007 0.004 -0.001
Si 4.08 1.347 16.286 -0.015 0.005 -0.004
Si 1.353 4.09 16.31 -0.018 0.003 0.004
Si 4.022 6.799 16.336 -0.018 0.025 -0.008
Si 1.38 9.517 16.341 0 -0.003 0.001
Si 4.077 12.233 16.355 0.018 -0.011 0.021
Si 6.8 14.931 16.344 -0.021 0.011 0.008
Si 9.493 1.334 16.307 0.006 -0.012 0.01
Si 6.784 4.057 16.293 -0.024 -0.004 0.006
Si 9.561 6.81 16.268 0.014 -0.018 -0.021
Si 6.769 9.508 16.298 0.033 -0.022 0
Si 9.488 12.254 16.308 -0.001 0.03 0.002
Si 12.235 14.956 16.29 -0.013 -0.001 -0.007
Si -1.363 1.384 16.334 0.014 0.003 0.005
Si 12.253 4.08 16.3 -0.006 0.005 0.012
Si -1.337 6.848 16.286 -0.012 0.019 0.003
Si 12.265 9.506 16.32 0.001 0.008 0.009
Si -1.323 12.236 16.326 0.01 -0.008 -0.002
Si 2.73 0.011 17.66 0.002 0.005 0.022
Si 5.432 2.679 17.662 0.014 0.023 -0.003
Si 2.699 5.403 17.72 -0.009 0.011 0.007
Si 5.348 8.211 17.661 -0.011 0.006 0.039
Si 2.707 10.887 17.728 -0.005 -0.021 0.003
Si 5.463 13.556 17.727 -0.011 -0.017 0.026
Si 8.142 -0.017 17.706 0.005 -0.002 0.026
Si 10.882 2.689 17.623 -0.002 0.013 0.023
Si 8.18 5.448 17.561 0.031 0.013 -0.009
Si 10.895 8.153 17.684 0.004 -0.017 0.017
Si 8.12 10.873 17.644 -0.028 0.011 0.003
Si 10.87 13.608 17.647 0.01 0.003 0.028
Si -2.731 -0.009 17.65 -0.029 0.013 0.006
Si -0.026 2.788 17.692 0.008 0 0.029
Si -2.717 5.512 17.609 0.015 -0.014 0.002
Si 0.042 8.144 17.7 -0.027 0.012 0.028
Si -2.641 10.83 17.664 0.004 -0.016 0.026
Si 0.033 13.582 17.716 0.019 -0.009 0.002
Si 1.34 1.379 18.992 0.021 -0.005 -0.051
Si 4.066 3.994 19.038 -0.03 0.01 -0.009
Si 1.325 6.739 19.103 -0.017 -0.02 -0.002
Si 4.025 9.555 19.148 0.059 -0.01 -0.008
Si 1.39 12.245 19.135 0.007 -0.006 0.034
Si 4.135 15.006 19.021 -0.008 0.031 -0.025
Si 6.788 1.369 19.071 0.046 -0.033 -0.002
Si 9.545 4.11 18.918 0.002 0.005 -0.039
Si 6.757 6.788 18.842 0.031 -0.025 -0.046
Si 9.489 9.533 18.976 0.01 -0.016 -0.034
Si 6.749 12.102 19.116 -0.05 0.003 0.006
Si 9.506 14.931 19.057 -0.01 -0.011 -0.004
Si 12.212 1.324 19.011 -0.032 0.01 -0.008
Si -1.395 4.224 19.021 0.03 0.004 -0.039
Si 12.312 6.834 19.048 -0.008 0.025 -0.01
Si -1.232 9.536 19.098 0.001 0.026 -0.029
Si 12.255 12.19 18.915 -0.025 -0.007 -0.054
Si -1.363 14.962 19 0.002 0.016 -0.008
Si -0.092 0.08 20.34 -0.009 0.046 0.049
Si 2.722 2.641 20.436 -0.015 -0.015 0.046
Si -0.06 5.462 20.565 -0.029 0.032 0.051
Si 2.715 8.069 20.439 0.005 0.006 0.028
Si 0.114 10.877 20.592 -0.024 -0.043 0.04
Si 2.741 13.713 20.391 0 -0.004 0.05
Si 5.508 -0.027 20.478 0.014 0.001 0.06
Si 8.194 2.789 20.311 0 -0.012 0.035
Si 5.536 5.351 20.23 0.015 -0.012 0.031
Si 7.966 8.248 20.195 -0.09 0.057 -0.005
Si 5.295 10.918 20.664 0.008 0.077 0.029
Si 8.226 13.408 20.366 0.023 -0.003 0.042
Si 10.857 -0.013 20.441 0.001 -0.006 0.046
Si -2.82 2.858 20.246 -0.037 0.014 0.025
Si 10.887 5.468 20.303 0.017 -0.031 0.058
Si -2.592 8.15 20.429 0.058 -0.028 0.063
Si 10.948 10.804 20.295 0.042 -0.004 0.055
Si -2.695 13.521 20.265 0.024 -0.042 0.031
Si 1.472 15.261 21.622 -0.054 -0.123 -0.828
Si 3.818 1.006 21.781 0.19 0.237 -0.796
Si 1.089 3.76 21.714 0.152 0.186 -0.843
Si 4.333 6.778 21.546 -0.192 0.017 -0.738
Si 1.293 9.225 21.901 0.116 0.274 -0.73
Si 4.286 12.803 21.922 -0.137 -0.43 -0.759
Si 6.803 14.677 21.66 -0.004 0.181 -0.736
Si 9.692 1.67 21.671 -0.024 -0.195 -0.671
Si 7.14 4.381 21.668 -0.259 -0.309 -0.682
Si 9.219 6.716 21.315 0.154 0.066 -0.775
Si 6.388 9.135 21.767 0.123 0.277 -0.757
Si 9.875 12.296 21.693 -0.293 -0.141 -0.696
Si -4.275 14.6 21.56 0.075 0.21 -0.745
Si -1.28 1.735 21.537 0.025 -0.168 -0.699
Si -4.393 3.883 21.699 0.103 0.167 -0.724
Si -1.101 7.131 21.981 -0.241 -0.357 -0.747
Si -3.758 9.747 21.624 -0.076 -0.088 -0.76
Si -1.614 12.038 21.734 0.277 0.056 -0.788
Si 8.282 12.299 26.877 0.03 -0.144 -0.019
Si 2.227 9.748 24.917 0.011 -0.159 -0.164
Si -0.847 7.882 27.606 0.004 -0.084 -0.185
Si 1.913 7.092 28.661 -0.129 0.084 0.067
Si 8.427 -1.001 26.656 0.202 -0.122 -0.165
Si -4.874 14.614 26.933 -0.105 -0.04 -0.02
Si 2.891 -0.371 31.083 0.029 -0.066 0.023
Si -0.089 13.679 23.9 -0.034 0.077 -0.062
Si -2.252 -0.826 28.148 -0.002 -0.005 0.061
Si -4.403 -0.775 24.235 0.057 0.139 -0.002
Si 9.512 7.134 24.124 0.011 0.071 0.034
Si 0.55 10.554 27.132 0.073 -0.09 0.051
Si 5.221 14.079 31.092 -0.042 0.106 0.016
Si 1.556 6.119 31.538 -0.058 0.137 0.149
Si -4.527 8.952 24.532 0.029 0.018 0.035
Si 7.76 -0.681 30.832 -0.003 0.015 0.099
Si 3.294 9.944 28.478 0.037 0.068 -0.081
Si 6.863 1.021 28.483 -0.102 0.056 0.001
Si -2.212 7.025 25.009 0.009 0.009 -0.134
Si 6.258 9.951 27.238 0.059 -0.012 0.078
Si 8.133 3.354 29.503 0.088 0.021 0.057
Si 1.03 13.64 30.852 0.008 0.069 0.204
Si -0.444 -0.313 25.773 -0.025 -0.08 -0.008
Si 3.195 6.873 26.058 0.028 0.121 -0.063
Si -5.875 14.216 30.926 -0.107 0.088 0.125
Si -2.397 1.473 24.363 -0.094 -0.049 -0.036
Si 2.648 12.622 24.714 0.047 0.125 -0.041
Si -0.219 13.331 28.209 0.124 0.005 -0.017
Si 7.435 9.01 24.668 -0.072 -0.047 -0.092
Si 5.849 5.58 26.942 -0.119 -0.097 0.14
Si -3.616 -0.018 30.676 0.033 0.079 0.094
Si 4.572 2.204 24.633 -0.071 0.059 -0.077
Si -5.642 12.181 28.652 -0.035 0.07 0.008
Si 9.802 4.519 25.414 -0.077 0.035 0.025
Si -0.094 3.718 30.911 0.087 -0.11 -0.052
Si 9.693 9.708 31.65 -0.069 -0.055 0.125
Si 6.444 6.602 31.472 0.105 -0.066 0.151
Si -4.21 9.976 29.996 0.065 -0.037 0.037
Si -3.025 7.402 29.733 0.013 0.038 0.137
Si -3.61 4.265 24.68 -0.03 0.084 -0.128
Si 2.115 14.943 26.719 -0.029 -0.036 -0.069
Si 3.063 4.879 23.794 0.058 -0.134 -0.175
Si -1.977 9.36 31.584 0.116 0.1 -0.131
Si 8.645 5.987 27.924 0.065 -0.104 -0.106
Si 8.814 -0.226 23.707 -0.008 0.037 -0.115
Si -2.968 4.508 30.677 0.085 -0.05 0.155
Si 9.765 11.05 24.634 0.103 -0.009 -0.149
Si 2.671 2.514 29.742 -0.106 0.036 0.04
Si 7.027 3.583 24.758 0.184 0.09 -0.168
Si -5.357 2.462 30.803 -0.113 0.061 0.038
Si 5.302 4.326 29.822 0.143 -0.016 -0.076
Si 3.817 1.035 27.421 0.11 -0.001 -0.008
Si 8.09 8.349 29.355 -0.036 0.036 0.042
Si 3.433 11.774 30.882 0.042 0.019 0.16
Si 1.398 14.983 5.459 -0.008 -0.003 -0.007
Si 4.044 1.377 5.403 -0.024 -0.004 -0.013
Si 1.4 4.058 5.463 -0.001 -0.021 0.007
Si 4.11 6.792 5.375 0.009 -0.017 -0.018
Si 1.4 9.502 5.44 0.018 -0.004 -0.003
Si 4.109 12.234 5.395 0.002 -0.002 -0.012
Si 6.793 14.944 5.418 0.01 0.006 -0.001
Si 9.476 1.353 5.494 -0.005 0.008 0.015
Si 6.739 4.129 5.406 -0.002 0.019 -0.006
Si 9.47 6.836 5.431 0.021 0.016 -0.01
Si 6.8 9.521 5.373 0.003 -0.007 -0.011
Si 9.519 12.196 5.403 0.011 0.004 -0.011
Si 12.242 14.921 5.504 0.011 -0.006 0
Si 14.992 1.371 5.5 -0.001 -0.006 0.001
Si 12.227 4.093 5.517 -0.01 -0.014 0.018
Si 14.974 6.813 5.491 -0.012 -0.001 0.007
Si 12.215 9.531 5.482 -0.008 0.019 0.002
Si 14.946 12.256 5.524 -0.012 -0.003 0.014
Si 2.732 0.024 6.817 0.007 -0.013 0.004
Si 5.403 2.743 6.767 -0.009 0.023 0.002
Si 2.763 5.442 6.781 0.006 -0.015 -0.002
Si 5.45 8.159 6.751 -0.007 0.005 -0.001
Si 2.745 10.888 6.779 -0.002 0.003 0.004
Si 5.446 13.587 6.784 -0.005 0 0.004
Si 8.127 -0.024 6.82 0.01 0.009 0.002
Si 10.857 2.714 6.837 0.002 0.002 0
Si 8.127 5.454 6.782 0.003 -0.006 -0.005
Si 10.847 8.164 6.812 -0.005 0.001 0.002
Si 8.153 10.858 6.771 0.009 -0.003 0.003
Si 10.861 13.553 6.812 0.021 -0.01 -0.007
Si 13.612 -0.009 6.829 0.001 0 -0.014
Si 0.026 2.73 6.844 0.002 0.004 -0.005
Si 13.603 5.457 6.845 -0.01 0.001 0.001
Si 0.034 8.165 6.823 0.012 -0.016 -0.005
Si 13.569 10.892 6.847 -0.023 0.041 0
Si 0.026 13.621 6.822 0.002 -0.013 -0.007
Si 1.369 1.359 8.192 -0.016 -0.004 0.012
Si 4.081 4.084 8.168 -0.008 -0.005 0.01
Si 1.39 6.788 8.156 -0.009 0.01 -0.001
Si 4.096 9.514 8.131 -0.004 0.001 0.001
Si 1.383 12.241 8.155 0.009 0.02 -0.002
Si 4.092 14.959 8.149 0 0.012 0.001
Si 6.767 1.372 8.139 0.013 -0.011 -0.009
Si 9.489 4.094 8.158 0.005 -0.005 -0.002
Si 6.788 6.812 8.15 0.003 -0.003 0.011
Si 9.501 9.524 8.169 0.014 0 0.008
Si 6.805 12.226 8.141 0.006 0.006 0.003
Si 9.51 14.94 8.159 -0.011 0 -0.002
Si 12.24 1.353 8.175 0.002 0.01 -0.005
Si -1.35 4.089 8.185 0.006 0.006 -0.002
Si 12.218 6.812 8.175 -0.003 -0.01 -0.003
Si -1.354 9.527 8.165 0.01 0.005 -0.007
Si 12.218 12.236 8.207 -0.012 -0.024 0.016
Si -1.348 14.96 8.187 -0.011 -0.007 0
Si 0.005 0 9.546 0.001 0.004 0.004
Si 2.725 2.726 9.535 -0.004 0.008 0.01
Si 0.02 5.445 9.526 -0.002 -0.004 0.004
Si 2.737 8.164 9.507 0.005 -0.002 -0.003
Si 0.008 10.891 9.517 -0.003 0.005 0
Si 2.731 13.604 9.517 -0.007 -0.008 0.003
Si 5.433 0.006 9.516 -0.003 0.001 0.005
Si 8.137 2.72 9.508 0.002 0.01 -0.002
Si 5.442 5.446 9.519 0.002 -0.007 0.004
Si 8.147 8.16 9.523 0.004 0.001 0.003
Si 5.446 10.871 9.505 0.004 -0.001 0
Si 8.153 13.585 9.517 0.011 -0.005 0.005
Si 10.875 -0.015 9.519 0.014 -0.009 -0.002
Si 13.601 2.719 9.529 -0.004 -0.008 -0.004
Si 10.86 5.443 9.525 0.003 -0.003 0.001
Si 13.597 8.168 9.519 -0.011 -0.01 -0.005
Si 10.861 10.87 9.544 -0.005 0.013 0.01
Si 13.601 13.602 9.536 -0.001 0.005 0
Si 1.369 14.953 10.89 -0.003 -0.004 0.002
Si 4.077 1.357 10.89 -0.01 0.001 -0.001
Si 1.364 4.081 10.891 -0.002 -0.012 0.003
Si 4.085 6.806 10.877 -0.002 -0.009 0.007
Si 1.368 9.522 10.865 -0.006 -0.004 -0.006
Si 4.085 12.232 10.866 0.01 0.006 -0.007
Si 6.794 14.956 10.866 0.012 0.009 -0.01
Si 9.509 1.357 10.861 -0.006 0.003 -0.008
Si 6.791 4.077 10.882 0.009 0.001 0.003
Si 9.505 6.802 10.888 0.001 0.004 0.004
Si 6.795 9.521 10.885 0.007 -0.011 0.004
Si 9.508 12.238 10.893 0.003 -0.006 0.006
Si 12.239 14.959 10.892 0.007 0.002 0.005
Si -1.362 1.361 10.895 -0.002 -0.001 0.006
Si 12.232 4.08 10.874 0.002 -0.001 -0.002
Si -1.355 6.807 10.868 0.005 0.003 -0.007
Si 12.24 9.519 10.889 -0.003 0.01 0.003
Si -1.351 12.246 10.887 -0.017 0.008 0.003
Si 2.721 -0.005 12.252 -0.005 0.001 0.005
Si 5.434 2.717 12.247 0.007 -0.004 0.003
Si 2.723 5.448 12.236 0.002 0.009 -0.001
Si 5.439 8.16 12.246 0.004 0.01 -0.002
Si 2.725 10.876 12.231 -0.006 0.009 -0.007
Si 5.436 13.596 12.227 -0.005 -0.003 -0.003
Si 8.155 -0.007 12.222 0.006 -0.006 -0.007
Si 10.871 2.715 12.227 0.007 -0.002 -0.009
Si 8.148 5.435 12.245 -0.005 -0.016 -0.003
Si 10.874 8.16 12.243 0.009 -0.015 0.002
Si 8.151 10.881 12.25 0.014 0.017 -0.001
Si 10.882 13.591 12.246 -0.006 0.002 0
Si 13.599 -0.002 12.253 -0.002 0.005 0
Si 0.004 2.718 12.248 -0.005 0.01 0.007
Si 13.608 5.439 12.22 -0.008 0.003 -0.011
Si 0 8.171 12.224 -0.008 -0.012 -0.005
Si 13.602 10.887 12.24 0.007 -0.011 0.001
Si 0.009 13.6 12.255 0.004 0.002 0
Si 1.357 1.352 13.611 0 -0.004 -0.002
Si 4.073 4.087 13.6 -0.02 0.015 -0.004
Si 1.355 6.811 13.581 -0.013 0.009 -0.011
Si 4.075 9.519 13.601 0.013 -0.018 -0.003
Si 1.376 12.232 13.603 0 -0.013 -0.005
Si 4.081 14.944 13.6 0.01 -0.004 -0.009
Si 6.791 1.336 13.59 0.008 0.005 -0.005
Si 9.511 4.067 13.592 0.013 0.009 0.002
Si 6.79 6.794 13.609 0.011 -0.013 0
Si 9.522 9.529 13.605 -0.007 -0.004 0.003
Si 6.785 12.244 13.598 -0.004 0.003 -0.004
Si 9.514 14.958 13.583 -0.002 0.016 -0.007
Si 12.232 1.364 13.596 -0.007 0 0.004
Si -1.355 4.089 13.593 0.006 -0.013 -0.002
Si 12.252 6.795 13.576 0.008 -0.012 -0.005
Si -1.347 9.534 13.591 -0.021 0.021 -0.007
Si 12.243 12.234 13.611 0 0.012 0.002
Si -1.353 14.964 13.615 -0.001 -0.002 0.001
Si 0.004 0 14.991 0.007 0.003 0.008
Si 2.715 2.725 14.954 0.01 0.003 0.001
Si 0.006 5.456 14.946 0.005 0.017 -0.007
Si 2.704 8.159 14.951 -0.009 -0.005 -0.006
Si 0.024 10.874 14.966 -0.009 -0.011 -0.003
Si 2.731 13.586 14.97 -0.004 0 -0.004
Si 5.445 -0.032 14.962 -0.014 -0.009 -0.001
Si 8.145 2.697 14.941 -0.001 -0.005 -0.001
Si 5.414 5.447 14.976 0.021 0.002 0.012
Si 8.158 8.163 14.948 0.003 -0.01 0.002
Si 5.424 10.888 14.959 -0.011 0.005 0
Si 8.149 13.609 14.942 0.019 0 -0.001
Si 10.867 -0.004 14.943 0.003 -0.008 0.001
Si -2.712 2.724 14.944 -0.006 0.008 0.003
Si 10.899 5.427 14.926 -0.007 0.01 -0.001
Si -2.716 8.171 14.926 0.011 -0.014 -0.012
Si 10.881 10.88 14.982 0.004 -0.002 0.013
Si -2.704 13.588 14.965 -0.007 0.01 0.004
O 0.785 10.034 25.608 -0.392 -0.114 -0.185
O 0.216 5.25 31.339 -0.322 0.259 0.31
O -2.282 1.351 22.759 -0.152 -0.131 -0.09
O 7.817 13.838 26.853 -0.474 0.087 0.165
O 3.067 11.122 25.198 0.718 -0.113 0.349
O -3.042 0.325 32.159 -0.005 0.352 -0.136
O 5.338 7.929 22.137 -0.056 -0.044 0.591
O 0.087 8.205 22.297 0.042 -0.052 0.345
O 7.821 15.156 22.843 0.193 -0.284 0.202
O -4.897 13.177 27.637 0.534 -0.27 -0.118
O 10.937 13.485 22.029 0.04 -0.007 0.207
O 9.556 11.538 23.106 -0.088 -0.073 -0.106
O 5.606 13.721 22.259 -0.027 -0.192 0.305
O 5.135 14.168 32.698 -0.334 0.523 0.085
O -2.726 10.913 22.159 -0.25 -0.144 0.502
O -5.822 12.843 30.104 0.105 -0.15 0.141
O 8.185 5.599 21.894 0.047 0.11 0.43
O 9.141 7.404 28.532 0.483 0.198 -0.063
O 9.44 2.735 30.271 0.058 0.017 -0.123
O 2.446 6.299 27.373 -0.023 -0.652 0.026
O 3.128 -0.422 32.675 0.267 -0.18 0.081
O -2.785 4.906 32.24 0.359 -0.285 0.057
O 6.928 9.564 23.238 -0.067 0.546 0.228
O -5.405 2.289 32.411 0.117 -0.281 -0.048
O 9.293 4.128 33.276 -0.045 0.144 -0.247
O -1.199 -0.046 27.194 0.025 0.548 0.261
O -0.284 2.854 32.263 -0.518 -0.331 -0.072
O -4.325 8.377 29.688 -0.631 -0.198 -0.384
O -0.084 2.693 22.131 -0.065 -0.109 0.435
O -4.337 9 22.935 -0.306 -0.343 -0.243
O 1.732 4.283 23.111 -0.111 0.174 0.365
O -1.683 6.825 23.479 0.022 -0.072 0.219
O -1.184 12.809 23.105 -0.155 0.113 0.314
O 6.727 14.407 30.624 0.241 -0.531 -0.428
O -6.341 8.411 32.574 -0.206 -0.17 -0.135
O 2.296 12.778 30.379 0.017 -0.003 -0.607
O 9.306 12.248 25.604 0.173 0.582 0.024
O 8.256 -0.339 25.197 -0.177 0.057 0.15
O -0.458 9.365 32.159 0.307 0.566 -0.162
O -2.198 7.827 31.083 0.415 -0.604 0.507
O 8.728 9.887 25.02 0.22 -0.134 0.502
O 2.789 8.435 28.621 0.303 -0.123 0.212
O 7.106 9.2 28.394 0.145 -0.01 0.249
O 5.322 4.729 28.231 -0.297 -0.343 -0.135
O 4.333 3.654 33.369 -0.218 -0.176 -0.357
O 8.81 1.234 22.995 -0.288 0.528 0.421
O 0.678 14.702 22.919 -0.208 -0.002 0.29
O 1.066 14.212 27.724 -0.041 0.234 0.306
O 1.185 7.391 32.462 0.438 0.225 -0.199
O 4.414 1.456 23.218 0.348 -0.174 0.209
O 6.159 2.238 24.994 0.314 -0.558 0.29
O 7.15 0.581 30.024 -0.294 0.255 0.19
O -2.36 -0.187 29.644 0.462 0.071 0.228
O 6.781 3.931 23.189 -0.262 -0.123 0.141
O 3.899 5.749 22.725 0.134 -0.037 0.184
O 6.942 11.397 26.923 -0.408 0.233 -0.248
O 2.684 5.268 32.291 0.117 0.091 -0.546
O 7.239 7.371 30.313 -0.082 -0.156 -0.001
O 7.928 -0.256 32.378 0.236 0.105 -0.239
O 9.589 5.398 26.757 0.257 0.134 0.117
O 0.314 7.155 28.463 -0.25 -0.303 0.518
O 9.236 -1.169 30.372 0.15 0.192 -0.515
O 7.163 6.377 27.411 -0.143 0.319 -0.251
O 4.766 6.634 26.362 0.247 0.469 0.047
O 2.023 10.714 27.819 0.17 0.495 -0.047
O 4.169 -1.171 30.467 -0.008 0.105 -0.615
O 2.96 11.394 32.372 -0.109 0.389 -0.181
O 7.714 2.394 28.252 0.27 0.152 -0.687
O 8.596 3.452 25.178 0.237 -0.413 0.317
O -4.199 12.168 33.328 0.14 -0.087 -0.439
O 9.182 11.849 28.143 -0.042 -0.44 0.411
O 7.997 7.487 24.591 -0.53 -0.51 0.417
O 6.328 9.142 25.827 -0.462 -0.327 -0.127
O 4.114 9.401 33.458 0.105 0.106 -0.275
O 8.762 10.731 32.484 -0.072 0.139 -0.549
O -3.297 5.832 29.813 -0.169 -0.188 -0.123
O -4.687 1.11 30.214 -0.23 -0.033 -0.514
O 2.627 -0.042 22.176 -0.209 -0.24 0.259
O 4.696 10.081 27.669 0.063 0.078 -0.366
O -4.311 6.848 33.245 -0.018 0.16 -0.448
O -0.971 0.917 24.882 0.284 0.385 -0.255
O -2.625 2.99 24.875 0.473 -0.076 0.226
O 6.362 1.573 33.389 -0.046 0.194 -0.588
O -1.378 14.922 33.204 0.109 0.107 -0.31
O 9.717 7.588 22.595 0.478 0.32 -0.058
O -4.436 14.427 25.392 0.367 -0.612 -0.266
O -6.096 13.871 32.492 -0.557 0.174 -0.092
O 1.177 -0.322 25.889 0.233 0.658 -0.485
O -3.555 15.053 22.957 0.5 -0.137 -0.009
O 7.45 5.776 32.445 0.199 0.143 -0.246
O 1.487 -1.122 30.743 -0.461 0.455 -0.102
O -4.297 3.627 30.447 -0.078 0.13 -0.438
O 3.862 1.442 25.858 -0.217 -0.148 -0.067
O 5.347 5.642 30.77 -0.329 -0.077 -0.026
O 1.345 1.254 33.431 -0.122 -0.029 -0.19
O 5.708 7.709 32.377 -0.001 0.028 -0.489
O 3.923 3.506 30.077 -0.076 0.225 0.421
O 9.742 5.55 24.179 0.304 -0.246 -0.298
O 0.516 13.295 32.351 0.346 -0.531 0.067
O -1.021 7.281 26.099 0.492 -0.257 -0.022
O 10.841 2.737 22.166 0.286 0.003 0.379
O 4.844 12.552 30.719 0.496 -0.294 -0.263
O 2.049 9.598 23.308 0.226 -0.062 0.06
O -5.185 10.319 31.25 0.123 0.54 0.444
O -4.435 14.914 30.738 0.376 -0.411 0.021
O 2.885 13.828 25.793 0.535 -0.167 0.083
O -2.238 7.672 28.363 -0.133 -0.003 -0.265
O 8.578 4.834 29.049 0.344 0.107 0.536
O 7.519 -0.113 27.596 0.013 -0.2 -0.053
O 2.907 8.428 25.607 0.364 0.146 0.273
O -3.776 -0.759 27.627 -0.208 0.446 0.25
O -2.831 9.854 32.847 -0.012 -0.208 0.284
O -0.193 11.964 27.354 -0.337 0.01 -0.257
O -1.575 3.773 30.208 -0.022 -0.311 -0.639
O 6.81 12.264 33.416 -0.1 0.026 -0.412
O -3.148 8.36 25.148 0.084 0.397 0.244
O 1.19 3.166 30.042 -0.104 0.147 -0.39
O 3.233 -0.49 27.491 0.164 -0.193 0.151
O 2.608 5.93 24.905 -0.478 0.145 0.093
O -2.625 10.258 30.368 0.27 0.41 -0.463
O 2.185 6.448 30.099 0.426 -0.178 -0.158
O 9.999 -0.991 27.049 0.193 0.295 0.291
O 1.043 12.655 24.442 -0.204 -0.171 0.145
O -0.456 9.445 27.721 -0.448 0.332 0.401
O 3.936 3.687 24.443 0.018 -0.088 0.215
O -0.802 14.559 25.075 -0.369 -0.268 0.26
O 2.808 2.056 28.188 -0.215 0.319 -0.357
O -0.122 13.211 29.818 -0.662 -0.127 0.367
O 10.658 7.883 24.97 -0.128 -0.052 0.36
O 10.39 -0.591 23.734 -0.006 -0.006 -0.106
O -3.006 5.631 25.325 -0.107 -0.08 0.409
O -3.685 0.573 24.792 -0.418 0.335 0.257
O 8.934 9.357 30.279 0.128 0.473 -0.438
O 6.675 3.513 30.251 -0.27 -0.254 0.569
O -1.693 13.978 28.041 -0.319 -0.48 0.022
O -3.78 4.507 23.076 0.161 0.145 0.162
O -4.712 10.862 28.753 0.324 -0.009 -0.566
O 2.834 1.16 30.613 0.152 0.095 0.019
O 5.284 1.149 28.129 0.097 -0.058 0.401
O 3.533 10.467 29.974 0.264 -0.258 0.357
O -5.066 10.443 24.945 0.185 0.379 0.356
O 3.488 12.797 23.344 -0.254 0.252 0.226
O -5.032 3.885 25.388 0.167 -0.514 0.124
O 6.327 4.675 25.708 -0.298 0.088 -0.119

Results
total energy: -101652.792 eV
total energy less fixed offsets of O -438.35, Si -107.03 eV per atom: 0.408 eV
